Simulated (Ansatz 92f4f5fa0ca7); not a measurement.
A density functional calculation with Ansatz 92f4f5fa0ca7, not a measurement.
Periodic cell of 226 atoms, Si134O92, from a study of silicon, its oxide and their interface. The atomic structure is a simulated model.
Doubt: the cutoff is far below the 930 eV that the study's wrapper takes by default for these files, so forces and energies are approximate.
This geometry differs little from another in the collection (a relaxation step or a small displacement).

Settings: functional PBE; potential files Ansatz PAW; basis plane waves; wave-function cutoff 580 eV; density cutoff ratio 5; exchange-correlation grid ratio 1; k mesh 1 x 1 x 1, Gamma-centred; self-consistency stop 5e-08 eV per atom in the density residual; occupations fixed; spin none; net charge 0.

Cell vectors (angstrom)
a 10.938 0 0
b 0 10.938 0
c 0 0 32.365

Atoms: element, x, y, z (angstrom)
Si 0.2486 -0.1573 24.7144
Si 5.1793 0.1871 25.0937
Si 3.0972 2.5548 24.7812
Si 7.9684 3.0481 25.0171
Si -0.3674 5.6854 24.8756
Si 5.7881 5.3147 24.9776
Si 2.4757 8.4966 24.8287
Si 8.4138 8.0066 24.8932
Si 1.3783 1.4484 26.0629
Si 6.8365 1.3813 26.2409
Si 4.1324 4.1434 26.1912
Si 9.5237 4.1705 26.3309
Si 1.3265 6.8427 26.0922
Si 6.8698 6.902 26.292
Si 3.967 9.5853 26.3236
Si 9.613 9.6281 26.1238
Si 2.6427 0.0775 27.6045
Si 8.2251 -0.005 27.5546
Si 0.0073 2.7384 27.5481
Si 5.4617 2.7505 27.6042
Si 2.7089 5.495 27.5254
Si 8.1757 5.5205 27.6732
Si -0.0042 8.2127 27.5381
Si 5.4291 8.2325 27.5977
Si 4.1018 1.3673 28.9468
Si 9.5708 1.3673 28.9468
Si 1.3673 4.1018 28.9468
Si 6.8362 4.1018 28.9468
Si 4.1018 6.8362 28.9468
Si 9.5708 6.8362 28.9468
Si 1.3673 9.5708 28.9468
Si 6.8362 9.5708 28.9468
Si 0 0 30.314
Si 5.469 0 30.314
Si 2.7345 2.7345 30.314
Si 8.2035 2.7345 30.314
Si 0 5.469 30.314
Si 5.469 5.469 30.314
Si 2.7345 8.2035 30.314
Si 8.2035 8.2035 30.314
Si 1.3673 1.3673 31.6813
Si 6.8362 1.3673 31.6813
Si 4.1018 4.1018 31.6813
Si 9.5708 4.1018 31.6813
Si 1.3673 6.8362 31.6813
Si 6.8362 6.8362 31.6813
Si 4.1018 9.5708 31.6813
Si 9.5708 9.5708 31.6813
Si 2.7345 0 0.6835
Si 8.2035 0 0.6835
Si 0 2.7345 0.6835
Si 5.469 2.7345 0.6835
Si 2.7345 5.469 0.6835
Si 8.2035 5.469 0.6835
Si 0 8.2035 0.6835
Si 5.469 8.2035 0.6835
Si 4.1018 1.3673 2.0507
Si 9.5708 1.3673 2.0507
Si 1.3673 4.1018 2.0507
Si 6.8362 4.1018 2.0507
Si 4.1018 6.8362 2.0507
Si 9.5708 6.8362 2.0507
Si 1.3673 9.5708 2.0507
Si 6.8362 9.5708 2.0507
Si 0 0 3.418
Si 5.469 0 3.418
Si 2.7345 2.7345 3.418
Si 8.2035 2.7345 3.418
Si 0 5.469 3.418
Si 5.469 5.469 3.418
Si 2.7345 8.2035 3.418
Si 8.2035 8.2035 3.418
Si 1.3425 1.4149 4.7403
Si 6.8613 1.332 4.8444
Si 4.1438 4.0418 4.759
Si 9.5833 4.0735 4.8434
Si 1.4013 6.7894 4.7392
Si 6.8825 6.7852 4.7931
Si 4.1524 9.5351 4.7545
Si 9.529 9.5892 4.75
Si 2.8065 0.0674 5.972
Si 8.1244 -0.1165 6.2732
Si -0.0459 2.6624 6.2576
Si 5.5148 2.7153 6.224
Si 2.7127 5.3627 6.0781
Si 8.2634 5.4516 6.2579
Si 0.0424 8.2189 5.9867
Si 5.4415 8.1043 6.1332
Si 3.8731 1.5283 7.4717
Si 9.836 0.906 7.5295
Si 1.6394 3.8055 7.4763
Si 6.6011 4.3542 7.5668
Si 4.2562 6.4984 7.3914
Si 9.5066 7.1328 7.4139
Si 1.283 9.7959 7.1838
Si 6.9975 9.0885 7.5821
O 5.432 5.4675 7.9256
O 0.1388 -0.1408 7.8303
O 2.7496 2.6579 7.8966
O 8.3074 8.1441 7.9224
O -4.5004 9.7243 21.4186
O 6.8498 4.146 24.4551
O 5.6792 10.1865 23.8416
O -0.0053 4.8713 23.4817
O 6.2482 9.1796 9.0434
O 1.2724 4.4966 8.9264
O 2.2227 9.2705 8.4104
O 7.1155 3.8112 9.0372
O 10.4535 6.7893 8.7185
O 4.3203 0.8044 8.8877
O 3.5076 6.9693 8.7773
O 9.2532 1.1454 9.0486
O 4.1691 1.3383 24.4558
O 8.8374 2.5481 23.7138
O 9.4978 6.8576 24.411
O 3.266 7.8863 23.5186
O 7.7355 8.5352 23.4796
O 1.2639 4.1003 21.3194
O -2.2802 8.9215 15.3851
O 9.9039 0.0523 19.0564
Si 11.4631 13.2305 12.4313
Si 2.7847 8.2292 9.5081
Si 5.4466 8.7678 20.5708
Si -1.7645 1.2524 22.7939
Si 7.1307 11.6838 16.0157
Si 2.6471 3.9346 16.6462
Si 10.9773 9.7964 18.7998
Si 2.7788 4.0313 21.9208
Si 9.0252 7.5906 16.2469
Si 11.1443 4.1034 14.8902
Si 4.1583 -4.1457 22.7022
Si 10.9583 7.0854 10.24
Si 5.5091 -1.663 10.4931
Si 6.7684 3.286 10.5454
Si 3.0234 0.6596 13.0149
Si 0.6368 18.2639 20.2127
Si 13.4858 6.3617 18.2989
Si 3.8742 14.8729 19.2086
Si 11.3395 10.7524 16.1282
Si 9.3919 -2.7825 12.4883
Si 5.6786 -2.0043 15.7459
Si 2.7076 -1.5292 14.9017
Si 6.9021 -3.514 18.1207
Si 9.0603 3.0596 20.2394
Si 6.3792 4.6319 13.2051
Si -3.956 -1.0637 22.9301
Si 11.3941 15.1685 10.3059
Si 9.0317 -0.77 14.3877
Si 20.5728 1.2714 17.9735
Si 15.7719 -8.3869 14.8003
Si 2.7277 9.003 19.5125
Si 8.2338 4.7089 15.6764
Si 11.473 7.1118 14.6703
Si 6.52 7.5789 13.0118
Si 4.6886 12.0013 10.4648
Si -0.0207 4.9489 21.854
Si 9.3842 -8.9033 10.3976
Si 17.7692 -6.6513 18.464
O 7.988 0.1849 23.004
O -3.4623 4.0558 16.9738
O 9.1455 1.7655 21.2446
O 15.0745 9.6129 20.0322
O 5.3093 6.1343 23.6426
O 1.8734 8.0126 14.8212
O 7.8915 2.1988 11.0015
O 1.0429 6.3076 18.979
O 12.9158 -11.2807 15.7886
O 10.5675 0.5357 23.3167
O 3.6168 5.5614 19.251
O 6.191 8.6256 14.2169
O 3.9015 8.9777 10.4121
O 2.9557 -0.9342 13.3892
O 6.799 4.4956 11.6317
O 12.3093 9.6251 24.2642
O 13.7123 3.2928 18.1609
O -0.0049 -4.4056 21.4544
O -0.3862 8.482 19.665
O -0.0059 -1.3877 17.1775
O -0.292 -3.2297 13.4079
O 11.0511 5.6534 11.0135
O 7.5971 14.4861 19.7069
O 13.5005 -5.3536 16.8527
O 5.32 2.5525 10.5873
O 12.5644 10.1639 19.1369
O -4.5815 8.3515 19.3124
O -1.0913 8.0504 10.9373
O 6.0896 -2.7018 11.5875
O 5.3378 3.6469 18.5692
O 8.9618 -1.2369 12.8294
O 10.5907 18.13 16.0501
O 14.3465 11.8882 11.4609
O -0.1053 1.1994 16.8445
O 6.3066 10.3177 16.3572
O 2.0171 8.0887 20.6908
O 14.8854 3.48 15.7931
O 20.7173 4.2241 15.7622
O 4.0789 -1.8478 15.6705
O 10.3448 1.4368 11.5834
O 4.9218 -3.4394 21.4501
O 10.5679 10.5843 14.7102
O 8.1483 6.3302 15.6868
O 3.7161 3.3727 20.7403
O 5.7188 10.8288 10.9618
O 6.7796 5.8991 18.6651
O 16.1867 3.5254 13.5624
O 1.5038 7.7466 10.3826
O 2.7605 3.1408 23.2779
O 14.9704 12.2576 14.1097
O 8.109 -3.7211 12.8358
O 9.9843 3.4896 9.9445
O 12.4827 12.2383 13.1794
O 7.6027 15.2267 14.2362
O 13.911 18.8905 18.2446
O 8.0296 11.4112 14.6692
O 9.6478 4.3251 21.0659
O 8.4755 7.7943 17.7772
O 5.7925 6.1545 13.3558
O 17.0193 1.9383 15.6628
O 10.7692 3.1854 13.6018
O 11.7541 5.5369 14.3797
O 1.3354 14.3601 15.8465
O 3.2019 5.5702 22.2312
O 12.2193 3.2967 11.3666
O 8.151 1.1253 17.261
O 9.8166 2.64 18.8414
O 16.9371 -3.2236 16.7836

Results
free energy: -137510.839 eV
free energy less fixed offsets of O -568.88, Si -635.61 eV per atom: -2.139 eV

Forces (eV/angstrom), in the order of the atoms: element, x, y, z
Si 0.079 -0.043 -0.0392
Si -0.1811 0.0812 -0.2325
Si 0.0568 -0.1277 -0.0267
Si -0.0616 0.1605 -0.1209
Si -0.1044 0.0315 -0.0473
Si 0.068 -0.0782 -0.0154
Si -0.0729 0.0991 -0.0859
Si 0.0316 -0.0632 -0.0243
Si 0.0584 -0.0376 0.0162
Si -0.0291 0.0209 0.053
Si 0.0605 -0.0544 0.0241
Si -0.0116 0.0393 0.0493
Si 0.0139 0.0098 0.0228
Si 0.0451 -0.0289 0.0247
Si -0.0306 0.0374 0.0312
Si 0.0448 -0.0222 -0.0208
Si 0.0203 0.0291 -0.0373
Si -0.0125 0.0353 -0.006
Si -0.011 0.0147 -0.0287
Si -0.0303 0.0025 -0.0623
Si -0.0022 0.0024 -0.0225
Si -0.011 -0.0253 -0.0474
Si -0.0098 0.002 0.0304
Si -0.0064 -0.0058 -0.0204
Si -0.1593 0.1116 0.1266
Si 0.1454 -0.0436 -0.181
Si 0.0624 0.0466 -0.2798
Si -0.1627 0.0186 0.4133
Si -0.1755 -0.1159 -0.0926
Si 0.2617 0.4051 0.3125
Si -0.3278 0.0566 0.0257
Si 0.0494 0.0904 -0.1055
Si -0.0262 -0.1353 0.0212
Si 0.0163 0.0357 -0.0311
Si 0.1185 0.0095 0.0083
Si -0.0087 0.0432 -0.0258
Si 0.0026 0.055 -0.024
Si -0.0169 -0.1127 0.0184
Si 0.0218 0.0264 -0.047
Si 0.1031 -0.0102 0.0164
Si -0.0397 0.0122 -0.033
Si -0.0131 -0.0232 -0.0151
Si -0.0497 0.0461 0.0063
Si 0.0182 0.0015 -0.022
Si 0.0318 0.004 -0.0257
Si -0.0316 0.0329 -0.0288
Si -0.0137 -0.0483 -0.0239
Si -0.0671 0.1003 0.0033
Si 0.0559 0.0048 0.0126
Si 0.0186 -0.0393 0.0285
Si 0 -0.0038 0.0207
Si 0.0333 -0.0056 0.0158
Si -0.0081 -0.0002 0.0231
Si 0.0293 -0.0343 0.0117
Si 0.0062 -0.0373 0.0064
Si 0.0142 0.0022 0.0276
Si -0.0928 -0.0319 0.0263
Si 0.0382 0.0007 -0.0292
Si 0.045 0.0312 -0.0387
Si -0.0864 0.0218 0.0204
Si -0.0031 0.0462 -0.0137
Si -0.0551 0.0098 0.0294
Si -0.0466 -0.0196 0.0382
Si -0.0081 0.0225 -0.0182
Si -0.2079 0.1967 -0.19
Si 0.3197 0.016 0.0208
Si 0.0039 0.123 -0.4233
Si 0.0695 -0.1319 0.3857
Si -0.1368 -0.3395 0.019
Si 0.2017 -0.1513 -0.0602
Si 0.1958 -0.1043 -0.186
Si -0.1228 -0.1477 -0.1946
Si -0.0507 -0.0245 0.0891
Si -0.0164 0.0313 0.033
Si 0.0503 -0.0055 0.0772
Si -0.0201 -0.0006 0.0355
Si -0.0461 0.0509 0.0318
Si -0.0202 -0.0062 0.0103
Si -0.0417 0.0352 0.0281
Si 0.0212 0.0184 0.0741
Si -0.0232 0.0384 -0.0218
Si 0.0408 -0.0631 -0.0038
Si 0.0243 -0.0366 0.0112
Si -0.0505 0.0263 0.0104
Si 0.0362 -0.0595 -0.0132
Si 0.0129 0.0162 0.0071
Si -0.0345 0.0168 -0.0246
Si 0.0365 -0.0411 -0.0243
Si -0.0174 0.1008 -0.0259
Si 0.0669 -0.0528 -0.0545
Si 0.0503 -0.0952 0.0104
Si -0.1074 0.0405 -0.0163
Si 0.0577 -0.0588 0.0796
Si -0.0427 0.0173 0.0179
Si -0.0904 0.092 0.1344
Si 0.0711 0.0501 0.0333
O 0.0438 -0.0304 -0.0574
O 0.057 -0.0529 -0.0787
O 0.0042 -0.0051 -0.0338
O 0.0187 -0.0394 -0.0465
O 0.0306 -0.0094 0.1128
O 0.0399 -0.0509 0.0761
O 0.0765 0.0607 0.1212
O 0.0034 0.0136 0.0632
O -0.0108 -0.0037 -0.0085
O -0.0084 -0.0121 -0.0353
O -0.0232 -0.0321 -0.0443
O 0.0089 0.012 -0.0334
O -0.0266 -0.0108 -0.0336
O -0.0128 -0.0045 -0.0062
O -0.0307 0.0441 -0.0334
O 0.002 0.0152 -0.0116
O 0.0909 -0.088 0.1228
O -0.0058 -0.0312 0.0909
O 0.0082 -0.0224 0.0626
O 0.0013 -0.0059 0.0752
O -0.0461 0.0559 0.0162
O 0.0022 -0.006 0.057
O -0.0009 -0.0086 0.02
O 0.0066 -0.0081 0.0017
Si 0.0152 0.0005 0.0245
Si -0.0301 0.017 0.0215
Si 0.0139 0.0388 -0.0586
Si 0.0215 0.0108 -0.0826
Si 0.0304 -0.0143 -0.0077
Si -0.0017 0.0125 0.0121
Si 0.0022 -0.01 0.02
Si -0.0189 -0.0047 -0.0701
Si 0.0057 0.012 0.0101
Si -0.0008 -0.0018 -0.0296
Si 0.0064 0.0064 -0.0648
Si -0.012 0.0164 0.1022
Si 0.0168 -0.0076 0.0614
Si -0.004 -0.0193 0.0795
Si -0.0249 0.0127 0.0072
Si -0.0041 -0.0171 -0.0604
Si -0.0125 0.0139 -0.003
Si -0.009 0.0149 -0.0166
Si -0.0044 -0.0083 -0.0002
Si 0.0063 -0.0173 0.001
Si 0.0217 -0.0159 -0.0294
Si -0.0002 0.0176 -0.0203
Si -0.0125 0.0113 0.0247
Si 0.0251 0.023 -0.0577
Si -0.0016 0.0183 0.0082
Si -0.0987 -0.0137 -0.0786
Si -0.0143 -0.0162 0.0865
Si 0 -0.0093 -0.0125
Si 0.0087 0.0154 0.0227
Si -0.013 0.0074 -0.0182
Si 0.001 0.0145 -0.027
Si -0.0156 0.0009 -0.0143
Si -0.0127 0.0131 -0.028
Si 0.0126 -0.002 0.0143
Si 0.0185 0.0043 0.0721
Si 0.0036 -0.001 -0.1121
Si 0.0244 0.014 0.0895
Si 0.0066 0.0129 0.0144
O -0.0013 -0.0081 0.032
O 0.0039 -0.0094 0.0008
O -0.0033 -0.0352 0.0807
O 0.0166 -0.0199 0.0164
O -0.0177 0.0158 0.0255
O 0.003 -0.0102 0.0066
O 0.0094 0.0023 -0.0429
O 0.0132 0.0126 0.0236
O -0.0019 -0.0003 0.0205
O -0.0389 0.0286 0.0304
O 0.0034 -0.0143 0.0221
O -0.0053 0.0065 -0.0015
O -0.0156 -0.0085 -0.0449
O 0.0043 -0.0041 -0.0088
O -0.0038 -0.003 -0.0167
O 0.0001 0.0005 0.0824
O 0.0051 -0.0061 0.0009
O 0.0085 -0.0042 0.0496
O 0.0076 0.0112 0.0113
O -0.0044 -0.0033 -0.0057
O 0.0121 -0.0071 -0.0051
O -0.0024 -0.0132 -0.0475
O 0.001 0.006 0.0112
O 0.0056 -0.0147 -0.0141
O -0.0216 0.0134 -0.0356
O -0.0102 -0.0031 0.0063
O -0.0011 -0.0135 0.0174
O 0.0146 -0.0071 -0.0487
O 0.0025 -0.0019 -0.0227
O 0.0052 -0.0068 0.0144
O 0.0027 0.006 0.005
O -0.0137 0.0004 0.0335
O -0.0022 -0.0063 -0.022
O 0.0065 -0.0074 -0.0043
O -0.0086 0.0102 0.0171
O -0.009 0.0015 0.016
O 0.0023 -0.0003 -0.0066
O 0.0003 0.0027 0.0204
O 0.0042 -0.003 0.02
O 0.0021 0.0133 -0.0299
O 0.0048 -0.0097 0.0495
O -0.0069 0.0017 0.0044
O 0.0082 0.0026 0.006
O 0.0123 0.0063 0.0041
O -0.0011 -0.0065 -0.0467
O 0.0083 -0.0193 0.0086
O 0.0003 -0.0067 0.0001
O 0.03 0.0015 -0.0712
O -0.0001 0.0036 0.0623
O 0.015 0.0048 0.0094
O -0.0134 -0.001 -0.0089
O 0.0204 0.007 -0.0465
O 0.0009 0.002 -0.0126
O 0.0043 0.0037 0.0013
O -0.0008 -0.0135 0.01
O -0.0115 0.0089 0.0075
O -0.022 -0.0133 0.0376
O 0.0153 -0.0078 -0.0042
O 0.0057 -0.0052 0.0015
O 0.0001 0.0004 0.0101
O 0.004 0.0003 -0.0007
O 0.0033 -0.0014 -0.0022
O 0.0033 -0.0059 0.0155
O 0.0103 0.0113 0.0496
O -0.0096 -0.0047 -0.0321
O -0.0177 -0.0012 -0.0026
O -0.0101 -0.009 0.0156
O -0.0175 -0.001 -0.008

The program warned: the cutoff lies below the one the program advises for these potential files; the exchange-correlation potential is rough where the density is thin.
